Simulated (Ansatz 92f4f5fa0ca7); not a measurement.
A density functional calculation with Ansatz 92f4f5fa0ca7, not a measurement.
Periodic cell of 223 atoms, Si133O90, from a study of silicon, its oxide and their interface. The atomic structure is a simulated model.
Doubt: the cutoff is far below the 930 eV that the study's wrapper takes by default for these files, so forces and energies are approximate.
This geometry differs little from another in the collection (a relaxation step or a small displacement).

Settings: functional PBE; potential files Ansatz PAW; basis plane waves; wave-function cutoff 580 eV; density cutoff ratio 5; exchange-correlation grid ratio 1; k mesh 1 x 1 x 1, Gamma-centred; self-consistency stop 5e-08 eV per atom in the density residual; occupations fixed; spin none; net charge 0.

Cell vectors (angstrom)
a	10.938	0	0
b	0	10.938	0
c	0	0	32.1637

Atoms and the computed forces on them: element, x, y, z (angstrom), force x, y, z (eV/angstrom)
Si	0.1502	-0.2501	24.8098	-0.0051	0.0023	0.0006
Si	5.2541	0.0808	24.8247	0.0011	-0.0003	-0.0066
Si	3.1442	2.4536	24.6874	-0.0036	0.0023	-0.0111
Si	7.8587	2.9278	24.6263	0.0014	-0.0044	-0.0081
Si	-0.2985	5.5698	24.4908	0.0012	-0.0079	-0.0082
Si	5.833	5.3905	24.5055	-0.0037	0.0064	0.0013
Si	2.3361	8.4278	24.7338	0.005	0.0014	-0.0079
Si	8.5813	7.9403	24.8895	-0.0036	0.0008	0.0161
Si	1.4042	1.3987	25.9516	0.0018	-0.0024	0.0003
Si	6.8157	1.3436	26.0447	0.0009	-0.0002	0.0009
Si	4.1986	4.1853	25.8799	0.0026	-0.002	-0.0003
Si	9.5263	4.0358	25.9137	0	-0.0015	0.0005
Si	1.2897	6.7195	25.9398	-0.0012	-0.0019	0.0003
Si	6.8964	6.8105	26.0501	0.0028	0.0013	-0.0004
Si	4.0171	9.4804	26.0543	-0.0027	0.0002	0.002
Si	9.6611	9.5161	26.2169	-0.0007	-0.0015	-0.0022
Si	2.7177	0.0069	27.3904	0.0008	0.0003	0.0009
Si	8.2124	-0.0039	27.4047	-0.0005	0.001	-0.0001
Si	0.0037	2.7335	27.3274	-0.0021	-0.0013	0
Si	5.4634	2.7687	27.3709	-0.0018	-0.0009	0.0006
Si	2.7571	5.4478	27.3105	0.0007	0.001	0.0031
Si	8.24	5.4204	27.3876	-0.0017	0.0003	0.0014
Si	0.0715	8.1073	27.4546	0.0001	0.0015	0.0025
Si	5.4746	8.1737	27.376	0.001	0.0008	0.0005
Si	4.1018	1.3673	28.7454	-0.047	0.1842	-0.0482
Si	9.5708	1.3673	28.7454	0.1499	0.1381	-0.0653
Si	1.3673	4.1018	28.7454	0.0816	0.0159	-0.4094
Si	6.8362	4.1018	28.7454	0.0975	-0.0991	0.1557
Si	4.1018	6.8362	28.7454	-0.1083	-0.1996	-0.1627
Si	9.5708	6.8362	28.7454	-0.0412	-0.3544	0.3827
Si	1.3673	9.5708	28.7454	0.2212	-0.1169	0.3191
Si	6.8362	9.5708	28.7454	-0.1463	-0.0202	-0.0052
Si	0	0	30.1127	-0.0421	-0.0511	-0.0116
Si	5.469	0	30.1127	0.0026	0.0001	-0.0216
Si	2.7345	2.7345	30.1127	-0.026	-0.0513	-0.0248
Si	8.2035	2.7345	30.1127	-0.0308	0.0553	0.0087
Si	0	5.469	30.1127	-0.098	0.0383	0.0189
Si	5.469	5.469	30.1127	-0.0166	-0.0094	-0.0228
Si	2.7345	8.2035	30.1127	0.0586	0.1356	0.0144
Si	8.2035	8.2035	30.1127	-0.0065	-0.0638	-0.0305
Si	1.3673	1.3673	31.4799	0.0301	0.028	0.0069
Si	6.8362	1.3673	31.4799	0.0243	-0.0271	-0.0208
Si	4.1018	4.1018	31.4799	0.0131	0.0047	-0.0112
Si	9.5708	4.1018	31.4799	0.0902	-0.026	-0.0199
Si	1.3673	6.8362	31.4799	0.0306	-0.034	-0.0369
Si	6.8362	6.8362	31.4799	-0.0236	0.028	-0.0036
Si	4.1018	9.5708	31.4799	-0.0056	-0.0648	-0.0149
Si	9.5708	9.5708	31.4799	-0.0309	-0.0023	-0.0109
Si	2.7345	0	0.6835	0.0699	-0.0992	-0.0235
Si	8.2035	0	0.6835	-0.0211	-0.0091	0.0372
Si	0	2.7345	0.6835	-0.1321	0.0776	-0.0052
Si	5.469	2.7345	0.6835	-0.0035	0.018	0.0322
Si	2.7345	5.469	0.6835	-0.0336	0.0529	0.0282
Si	8.2035	5.469	0.6835	0.0405	-0.0407	-0.0275
Si	0	8.2035	0.6835	-0.0445	0.0002	0.0255
Si	5.469	8.2035	0.6835	-0.0453	0.0203	-0.0017
Si	4.1018	1.3673	2.0507	-0.1426	-0.0536	0.0254
Si	9.5708	1.3673	2.0507	0.0905	0.0086	-0.0223
Si	1.3673	4.1018	2.0507	-0.0091	-0.0909	0.0227
Si	6.8362	4.1018	2.0507	-0.0929	0.0616	-0.0073
Si	4.1018	6.8362	2.0507	0.1537	0.0533	-0.0134
Si	9.5708	6.8362	2.0507	-0.0575	-0.0525	0.0029
Si	1.3673	9.5708	2.0507	0.1606	0.0792	0.0436
Si	6.8362	9.5708	2.0507	0.0025	-0.1222	0.0033
Si	0	0	3.418	0.3939	0.8752	-0.1421
Si	5.469	0	3.418	-0.0213	0.0095	0.5086
Si	2.7345	2.7345	3.418	-0.0184	-0.0866	-0.014
Si	8.2035	2.7345	3.418	-0.2011	-0.3387	0.0649
Si	0	5.469	3.418	0.0198	0.1759	0.2666
Si	5.469	5.469	3.418	-0.1317	-0.17	-0.5386
Si	2.7345	8.2035	3.418	0.1928	0.3043	0.2303
Si	8.2035	8.2035	3.418	-0.1348	-0.0239	-0.5256
Si	1.3482	1.4552	4.9091	0.033	-0.0561	-0.0506
Si	6.8301	1.3649	4.8585	-0.0057	-0.0016	-0.0058
Si	4.0494	4.141	4.7363	0.011	-0.0609	-0.0138
Si	9.5311	4.0835	4.7728	0.0466	-0.0465	0.0376
Si	1.4589	6.798	4.788	-0.0577	-0.0077	0.0009
Si	6.7946	6.8489	4.7139	0.0072	0.0128	0.0069
Si	4.0802	9.6182	4.8774	-0.0063	0.0003	0.0062
Si	9.5595	9.6191	4.6615	-0.0222	-0.0096	-0.0175
Si	2.7425	0.155	6.3701	-0.0084	0.0062	-0.0057
Si	8.2303	-0.1413	6.1643	-0.0334	-0.0082	-0.0094
Si	-0.0769	2.8466	6.3231	-0.1781	0.4522	0.4421
Si	5.3916	2.7919	6.1523	0.0163	-0.0001	0.0221
Si	2.4518	5.1089	6.1415	0.25	0.0629	-0.26
Si	8.1175	5.4475	6.0467	0.0333	-0.0213	0.0199
Si	0.0312	8.3475	5.9464	0.0285	0.0261	0.0289
Si	5.4079	8.0822	6.1578	-0.0361	-0.0156	-0.0374
Si	4.0299	1.6989	7.7721	-0.0316	0.0226	0.101
Si	9.656	1.1521	7.5867	0.1333	0.0587	0.1431
Si	-0.0552	4.52	8.1443	0.4636	0.1007	0.539
Si	6.5511	4.341	7.4673	0.0883	-0.1064	0.1612
Si	4.152	6.3181	7.2197	0.0634	-0.0122	0.184
Si	9.4939	7.0026	7.0865	0.1846	-0.325	0.255
Si	1.0914	9.8229	7.5077	-0.0098	0.0219	0.0394
Si	7.226	9.0323	7.3973	0.0052	-0.0085	0.0857
O	9.5807	6.8108	24.1947	0.0032	-0.0017	-0.0065
O	4.1828	1.2247	24.3405	0.0029	-0.002	0.0001
O	8.4043	7.9697	7.9055	-0.0189	0.0621	-0.0412
O	3.2187	2.6321	8.9047	0.0767	-0.1009	-0.0706
O	6.8409	4.1332	24.1024	0.0025	-0.0055	0.001
O	2.877	7.7507	23.3441	-0.0011	0.0005	0.0136
O	5.4005	5.4343	7.9023	-0.1204	0.0631	-0.0816
O	0.1445	0.126	8.5352	-0.0122	-0.0115	-0.0892
O	7.0923	3.6855	8.9024	-0.2974	0.0111	-0.2372
O	6.7506	9.7234	8.811	-0.0087	-0.0216	-0.0715
O	10.6363	6.1502	7.9619	-0.2356	-0.1903	-0.127
O	1.5447	8.8638	8.7644	0.0209	-0.0087	-0.0084
O	5.119	0.8858	8.73	-0.0182	-0.0185	-0.0162
O	1.3284	4.4962	9.065	-0.7107	-0.1196	-0.5178
O	8.8353	1.6612	8.9359	0.172	-0.7735	-0.51
O	3.3714	6.9075	8.5495	0.002	0.0029	-0.0339
O	8.0032	8.7926	23.6372	-0.0016	0.0019	-0.002
O	8.3534	2.2006	23.2316	-0.0056	0.0065	0.0115
O	5.5164	6.2817	23.1274	-0.0018	-0.0049	0.0096
O	2.8536	3.007	23.1611	0.0011	0.0014	0.0169
O	12.1991	-1.3441	24.2538	0.0009	-0.0018	-0.003
O	0.0736	4.8942	23.004	-0.0036	0.0051	0.0166
O	4.0754	7.4149	21.1103	0.0029	-0.0007	0.0049
O	11.0206	21.0801	20.7176	-0.0017	-0.0005	0.0062
Si	5.4442	4.8848	16.619	0.0014	-0.0104	-0.0193
Si	0.5949	8.7989	19.9907	-0.0058	-0.0015	-0.0137
Si	6.1122	9.3596	12.0703	0.0159	-0.0132	0.0201
Si	13.4297	4.9151	12.6334	-0.0302	-0.01	-0.0413
Si	8.7644	3.0448	12.7628	-0.0431	0.0283	-0.1332
Si	9.9516	0.0689	12.6894	-0.0177	0.0294	-0.0011
Si	2.0816	3.3109	9.8642	-0.2259	0.2553	-0.1892
Si	2.6284	-3.704	21.826	-0.007	0.0017	-0.0127
Si	17.7657	7.0798	15.4448	0.0013	-0.0072	-0.0154
Si	7.1387	11.169	18.5741	0.002	0.0037	-0.0132
Si	8.463	3.1206	9.5656	-0.3866	0.3521	0.2282
Si	3.5378	13.1365	13.9688	-0.0048	0.0167	-0.018
Si	5.8812	0.5137	14.2706	0.0056	0.0152	-0.0066
Si	7.0298	6.0045	19.1832	0.0003	-0.0079	-0.022
Si	0.8456	4.8031	21.5403	-0.0017	-0.0003	-0.0182
Si	13.7283	-0.9421	18.1498	0.0039	0.0019	-0.0118
Si	3.39	2.8567	17.0137	-0.0023	0.0077	-0.018
Si	5.3349	10.3263	9.3028	-0.0068	0.0234	0.017
Si	9.5773	6.6092	16.4541	0.0034	-0.0117	-0.0318
Si	16.5132	7.0671	21.6734	0.0016	-0.0063	-0.0227
Si	9.8533	4.8352	18.9986	-0.0074	-0.0008	-0.0234
Si	1.944	-0.3069	12.661	-0.0103	0.006	-0.0037
Si	5.2661	20.5693	16.5128	0.0035	-0.0041	-0.0151
Si	8.5081	8.1704	12.8849	0.0237	-0.021	-0.0141
Si	11.4792	0.5477	10.2076	-0.014	0.0578	0.0417
Si	7.0377	9.6131	22.6515	-0.003	0.0011	-0.0156
Si	11.3604	11.7101	20.8076	0.0033	-0.003	-0.0148
Si	-0.5402	-5.1758	13.4749	-0.0158	-0.043	-0.0359
Si	4.4855	1.2054	19.5191	0.0012	-0.0018	-0.0184
Si	3.0024	8.2985	9.2458	-0.0345	-0.0239	0.0335
Si	1.0529	1.3804	17.7466	-0.0016	0.0049	-0.0175
Si	3.4441	7.9307	12.3588	-0.0065	-0.0223	0.02
Si	2.5532	2.3405	21.7072	0.0028	-0.0076	-0.0133
Si	7.3761	2.773	15.2926	0.0055	0.0173	-0.0491
Si	8.8613	8.4863	18.5159	-0.0018	-0.0044	-0.0145
Si	9.0795	0.9283	22.5286	0.0033	-0.0015	-0.0143
Si	9.3036	2.2576	17.4534	-0.0096	0.0098	-0.0295
O	6.2356	8.3641	16.2354	-0.0041	0.0053	0.0064
O	5.0739	1.7669	13.5799	-0.001	-0.0099	0.0054
O	13.1433	5.676	21.7313	-0.0022	-0.0034	0.0022
O	6.562	10.4893	13.1552	-0.0119	-0.0052	-0.0061
O	2.587	9.1716	13.0732	0.0025	-0.0037	-0.0034
O	1.6832	0.9561	21.8444	0.0012	-0.0001	0.0055
O	2.9732	8.0271	10.8217	0.0056	-0.0012	-0.0561
O	3.6035	-0.1736	19.3522	-0.0023	0.0013	0.0059
O	10.3837	-4.674	15.0582	-0.0084	0.0113	0.0294
O	9.6441	-3.9437	12.6372	-0.0101	0.0148	0.003
O	3.893	4.4078	16.8457	-0.0031	0.0009	0.0036
O	8.2604	9.9826	18.8249	0.0003	-0.002	0.0025
O	9.4566	8.1891	16.9772	-0.0039	0.0064	0.0128
O	14.4035	2.0689	15.5859	-0.0026	-0.0066	0.0139
O	7.5287	7.6438	14.089	-0.0097	-0.0037	0.0117
O	11.9309	5.4655	13.0034	0.0114	0.0099	0.0118
O	5.0102	8.2904	12.622	-0.0036	0.0072	-0.0072
O	6.2551	6.0579	20.6038	-0.0062	0.0046	0.0127
O	9.9838	14.2248	18.516	0.0011	0.0012	0.0087
O	5.5839	6.0053	15.4136	-0.0017	0.005	0.0038
O	7.614	7.4803	18.8085	-0.0029	-0.0016	0.0071
O	1.6622	8.9949	18.7645	-0.0069	-0.0046	0.0078
O	12.3929	3.3689	21.0611	-0.001	0.0035	0.0029
O	8.3519	3.0632	11.1806	-0.1525	-0.1274	0.4539
O	10.1338	-2.8114	19.4861	0.006	0.0002	0.0071
O	-0.1504	-5.7383	20.2913	0.0093	-0.0012	0.0166
O	6.1071	10.6346	17.4523	0.0022	0.0038	0.0115
O	3.3219	6.3395	12.765	0.0057	0.0229	-0.0012
O	6.0803	0.7938	19.7309	-0.0042	0.0008	0.0069
O	10.2244	5.7553	17.6851	0.0006	-0.0051	0.0152
O	1.7693	-0.224	10.9895	0.0039	-0.0104	0.005
O	8.2842	4.9991	19.3899	-0.0047	0.0025	0.0062
O	6.2207	14.4791	16.1208	-0.0151	-0.0006	0.0184
O	11.8398	1.2671	19.3502	-0.0026	-0.0056	0.0166
O	7.4893	14.2449	13.7498	-0.0119	-0.0054	0.046
O	4.9168	10.4629	15.1508	-0.0054	-0.0055	0.0071
O	9.7274	4.3103	13.1309	-0.0024	0.0065	0.0084
O	8.7918	2.9887	16.0835	0.0131	-0.0084	0.0254
O	8.0062	6.2079	16.1911	-0.0012	0.0036	0.0087
O	4.3062	2.1197	18.1627	0.0052	-0.0105	0.0154
O	4.0803	9.4312	8.7822	0.0181	0.0088	-0.0121
O	5.4009	-0.6801	10.9162	-0.0064	0.007	-0.0402
O	9.9706	12.4358	21.2786	-0.0073	-0.0006	0.0089
O	1.8091	2.802	17.4333	-0.0042	-0.0051	0.0068
O	10.1368	0.257	23.5714	0.0035	-0.0044	0.0087
O	6.3939	8.4954	21.6518	-0.0002	0.0043	0.0056
O	2.6042	4.0996	11.1991	0.0351	0.013	0.0447
O	-1.5828	1.5386	13.1248	0.0218	-0.038	0.0191
O	2.6942	11.9877	13.1633	-0.004	-0.009	0.0005
O	-0.4111	23.1263	17.04	0.0027	-0.0032	0.0076
O	7.9793	10.7753	21.9761	-0.002	-0.0014	0.0042
O	7.0443	1.1707	15.2079	-0.0062	-0.0108	0.0072
O	1.9966	0.15	17.2202	-0.0015	-0.0036	0.0051
O	9.6345	4.1171	9.1557	0.922	0.5672	-0.2758
O	14.8	9.1768	17.2205	-0.0064	0.0009	0.0072
O	0.4812	-0.1525	13.3497	0.012	-0.0071	0.0036
O	10.1246	0.1807	11.0379	0.0183	-0.0223	-0.0139
O	7.4492	-2.452	11.6551	-0.0119	0.0007	-0.0065
O	0.9491	2.13	10.19	-0.0395	-0.1212	0.0092
O	3.8998	2.0555	20.8067	-0.008	0.0039	0.0119
O	16.7549	10.3375	23.4387	-0.0059	0.0042	0.009
O	1.3711	7.9738	21.1336	0.0072	-0.0066	0.0087
O	5.9953	5.4623	18.0425	0.0072	0.007	0.0244
O	14.0255	3.7471	13.6362	0.0071	-0.0148	0.0183
O	8.0236	1.5153	18.1197	-0.0067	-0.0111	0.0083
O	9.1844	-1.2945	13.1593	-0.0054	-0.0057	0.0009

Results
free energy: -135732.304 eV
free energy less fixed offsets of O -568.88, Si -635.61 eV per atom: 3.026 eV

The program warned: the cutoff lies below the one the program advises for these potential files; the exchange-correlation potential is rough where the density is thin.
